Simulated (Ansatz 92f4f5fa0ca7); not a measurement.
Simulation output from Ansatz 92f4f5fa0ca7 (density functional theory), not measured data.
Periodic cell of 130 atoms, Si86O44, from a study of silicon, its oxide and their interface. The atomic structure is a simulated model.

Settings
functional: r2SCAN
potential files: Ansatz norm-conserving
basis: plane waves
wave-function cutoff: 1300 eV
density cutoff ratio: 4
exchange-correlation grid ratio: 1
k mesh: 2 x 2 x 1, shifted by 0.5 0.5 0.5 of a step
self-consistency stop: 5e-08 eV per atom in the density residual
occupations: Fermi-Dirac, 0.05 eV
spin: none
net charge: 0

Cell vectors (angstrom)
a, 10.9364, -0.1063, 0.0739
b, -0.1063, 11.0141, 0.0364
c, 0.1361, 0.0671, 20.1437

Atoms: element, x, y, z (angstrom)
Si, 0.9993, -1.2555, -0.4335
Si, 3.3747, 2.3491, -0.4571
Si, -0.1685, 5.897, 0.0224
Si, 3.0823, 7.8613, 0.6198
Si, 5.4958, 0.1603, 0.3105
Si, 8.4, 2.1918, 0.1414
Si, 5.2056, 5.4719, -0.0695
Si, 8.5267, 7.5997, 0.4248
Si, 1.5822, 1.3564, 0.8044
Si, 4.2176, 3.9921, 1.3091
Si, 1.3258, 6.7983, 1.8569
Si, 4.0169, 9.6619, 1.7152
Si, 6.7125, 1.4399, 1.8236
Si, 9.5403, 3.8485, 1.2307
Si, 6.8632, 6.6417, 1.4393
Si, 9.4881, 9.0938, 1.8806
Si, 0.1769, 2.932, 2.4024
Si, 2.9532, 0.2372, 2.6015
Si, 0.1041, 8.2961, 3.35
Si, 3.0348, 5.423, 2.7984
Si, 5.3701, 2.8794, 3.127
Si, 8.3393, -0.1619, 3.1313
Si, 5.5659, 8.4505, 2.9942
Si, 8.2637, 5.1193, 2.5838
Si, 1.4322, 4.1139, 4.1981
Si, 4.142, 1.3778, 4.1265
Si, 1.325, 10.061, 4.4275
Si, 4.0389, 7.0152, 4.0773
Si, 6.9203, 4.353, 4.2057
Si, 9.8676, 1.36, 3.8879
Si, 6.8414, 9.7459, 4.574
Si, 9.5764, 6.6881, 4.2518
Si, -0.0484, 0.2414, 5.6855
Si, 2.6884, 2.8535, 5.5508
Si, 0.0293, 5.4821, 5.5583
Si, 2.8192, 8.375, 5.6537
Si, 5.4764, 0.022, 5.9157
Si, 8.3563, 2.7194, 5.2245
Si, 5.3806, 5.5134, 5.4466
Si, 8.1142, 8.0788, 5.9152
Si, 1.3017, 1.4456, 7.0365
Si, 4.0452, 3.896, 6.8891
Si, 1.1315, 7.0618, 6.9468
Si, 3.5718, 9.8161, 7.2807
Si, 6.778, 1.5768, 7.3661
Si, 9.5769, 4.0211, 6.7356
Si, 6.5717, 6.894, 7.0569
Si, 9.4187, 9.5738, 7.3071
Si, 0.0332, 3.0088, 8.28
Si, 2.3916, 0.1427, 8.6848
Si, 0.0632, 8.365, 8.4247
Si, 2.4848, 5.4286, 8.4132
Si, 5.0636, 2.7224, 8.5769
Si, 8.1684, -0.0807, 8.3859
Si, 4.9755, 8.4404, 8.4539
Si, 8.2941, 5.4322, 8.2466
Si, 1.4344, 4.3106, 9.9228
Si, 3.7545, 1.4753, 9.9212
Si, 0.9095, 9.7663, 9.8933
Si, 3.9944, 7.0731, 9.8959
Si, 6.5807, 4.103, 9.4178
Si, 9.5398, 1.3934, 9.7088
Si, 6.4046, 9.6423, 9.7394
Si, 9.3957, 6.9841, 9.6946
Si, -0.9567, -0.4471, 11.0587
Si, 2.6773, 2.6732, 11.6264
Si, 0.171, 5.6897, 11.2852
Si, 2.4079, 8.1352, 11.1328
Si, 5.637, 0.3861, 11.0405
Si, 7.6051, 2.5607, 10.694
Si, 5.6746, 5.8445, 10.9217
Si, 7.9028, 8.3124, 10.8189
Si, 7.0422, 4.3473, 13.1416
Si, -1.5415, 4.3443, 16.5683
Si, 13.3222, 9.6119, 14.0375
Si, 10.9871, 12.9085, 15.8507
Si, 0.162, 8.1028, 15.392
Si, 0.6326, 1.169, 12.9981
Si, 8.2043, 10.451, 19.134
Si, 4.5331, 0.6539, 13.6821
Si, 6.7546, 3.8442, 17.9777
Si, 9.6168, 5.7021, 13.841
Si, 5.4176, 2.7789, 15.4169
Si, 10.3399, -0.7423, 17.1323
Si, 13.7609, 3.4313, 16.7841
Si, 11.9221, 5.7523, 17.6701
O, 0.3936, -0.8366, -1.9173
O, 2.506, -2.097, -0.6286
O, 5.4586, 1.1269, -5.3337
O, 3.2788, 2.7509, -2.0789
O, -1.3515, 6.8142, -0.5634
O, 1.0292, 5.8129, -0.9602
O, 3.9853, 6.5855, -0.3309
O, 4.5353, 1.017, -0.7885
O, 6.5391, -0.6259, -0.7733
O, 7.5853, 2.8418, -1.1485
O, 5.7785, 4.9308, -1.5899
O, 10.2725, 4.8004, -7.4841
O, 8.2716, 8.8832, -0.707
O, 12.4285, 8.4109, -5.0785
O, 0.1409, 2.2076, 14.174
O, 2.8659, -2.0936, 12.5711
O, 6.8555, 7.0423, 11.0572
O, 3.915, 3.1956, 15.5885
O, 8.0046, 5.8044, 13.6011
O, -2.9136, 3.5738, 12.2209
O, 1.3016, 6.8417, 11.8694
O, 1.3509, 10.9718, 13.6549
O, 5.2487, -0.1648, 12.4503
O, 6.8728, 1.4547, 11.5618
O, 5.6897, 5.2569, 12.4638
O, 10.2053, 9.3138, 15.8646
O, 10.2495, 11.3913, 12.3188
O, 8.9412, 9.2363, 11.7849
O, 9.6655, 4.9075, 15.3164
O, 0.6097, 7.0828, 16.6159
O, 1.1435, 1.901, 11.6807
O, -2.3199, 10.4932, 17.5132
O, 10.8837, 11.5037, 16.4122
O, 14.733, 10.1426, 14.5445
O, 1.4509, 2.6385, 16.2174
O, 6.0769, 2.8831, 16.9361
O, 3.5353, 1.8509, 13.3398
O, -0.3951, 4.8554, 17.5808
O, 2.2596, 4.9369, 17.0611
O, -1.1545, 2.866, 16.1046
O, 6.319, 3.7711, 14.5301
O, 7.9751, 4.7714, 17.3598
O, 9.0355, 0.7552, 19.7857
O, 10.2035, 7.2348, 14.3092

Results
free energy: -30536.930 eV
free energy less fixed offsets of O -463.61, Si -117.95 eV per atom: 5.610 eV
pressure: -1.89 GPa
stress xx, yy, zz, yz, xz, xy (GPa, positive in tension): 1.84, 2.11, 1.74, 1.23, -0.21, -1.81

Forces (eV/angstrom), in the order of the atoms: element, x, y, z
Si, 0.5327, 0.533, 0.3674
Si, 1.2148, -1.953, -1.3352
Si, -1.3502, -0.9945, 4.1832
Si, -0.6808, -0.673, -2.8234
Si, -0.1922, -0.8901, -2.2459
Si, -2.9091, -0.8209, -0.6643
Si, 0.6427, 1.8526, -0.8605
Si, 0.8913, 3.3616, -2.7703
Si, 0.1391, -0.834, 0.4938
Si, -0.1387, -1.26, 0.2718
Si, -0.2068, 0.3521, -0.5821
Si, 2.8999, -1.1651, -1.2268
Si, 1.7219, -0.3891, -0.08
Si, 1.6859, 0.9656, -1.542
Si, -2.2267, -0.3897, 0.2438
Si, 1.4008, 0.2884, 0.6715
Si, 1.4523, -1.346, 0.6862
Si, -3.1303, 0.4012, 0.627
Si, 0.6783, 0.8337, -1.3816
Si, -2.5048, -0.7554, -0.0905
Si, 1.8002, 0.9998, -1.9093
Si, -0.4928, 0.4724, -2.2126
Si, 0.5983, -0.6002, -0.1383
Si, -0.1014, 2.3369, 0.9176
Si, 0.0046, 1.061, -1.4843
Si, -0.4778, -0.4048, 3.0836
Si, 1.2185, -1.5477, -0.7774
Si, 1.4363, 0.0615, 1.2922
Si, -0.3777, -1.8717, 0.3719
Si, -0.114, 0.1328, 1.4505
Si, -0.1027, -1.6868, 0.8986
Si, -1.3343, -0.4875, 0.8114
Si, -1.061, -0.7287, -0.1944
Si, -0.6571, -3.3178, -0.4698
Si, 0.4119, 0.8608, -0.6602
Si, -2.2508, 0.0819, -0.3289
Si, -0.8247, 1.0793, -0.2134
Si, -1.0258, -0.0561, 1.4129
Si, -0.3021, 0.7358, 1.6695
Si, 0.5876, 1.0741, -1.5993
Si, 0.6655, 1.4895, 0.3219
Si, 0.4404, 2.8232, 0.7388
Si, 2.0522, -1.1966, -0.8523
Si, 1.8337, 0.1776, -0.9033
Si, 0.2441, -1.4444, -2.448
Si, -0.4763, -0.0207, 1.5144
Si, -0.5182, -0.717, 0.7914
Si, 1.0405, -0.6019, -2.3576
Si, -0.0604, -0.9309, 0.9679
Si, -0.2473, 0.0393, -1.2517
Si, -2.0177, -0.3813, -0.5723
Si, 2.3658, 2.3441, -1.7793
Si, 0.4694, -0.0421, -1.7512
Si, -1.6275, 1.5028, 0.9357
Si, 1.6617, -0.5312, -1.1793
Si, -1.4763, 0.0179, -0.4883
Si, -1.5226, -1.7913, 1.0411
Si, 1.2011, -0.3885, 1.2071
Si, 0.8773, -0.8023, 2.0524
Si, -1.3735, -2.0403, -0.268
Si, 0.522, 2.4188, 0.7662
Si, -1.2761, -0.1178, -0.2894
Si, 1.2125, 1.8728, -0.1239
Si, 1.607, -1.4986, 0.1933
Si, 0.0912, -0.7142, -2.1129
Si, -0.498, -1.0077, 0.6484
Si, 0.7698, 2.4683, -0.2134
Si, -3.0932, 0.0633, 3.7433
Si, 1.3755, 0.5536, -1.5111
Si, 3.3853, 1.4585, 2.5318
Si, 2.0448, 0.2195, 0.9756
Si, -0.4578, -0.9408, -0.0732
Si, -1.5286, 4.9778, 2.3287
Si, -0.7598, -0.1247, 2.845
Si, -1.6727, -1.6522, 0.4216
Si, -2.5278, 2.8215, -0.49
Si, -0.7985, -0.6078, -0.3788
Si, -1.5625, 0.1328, 1.6608
Si, -2.8962, 1.6151, -0.322
Si, 0.4466, -2.5566, 2.1501
Si, 5.221, -1.3489, -0.7463
Si, -0.9426, 0.6508, 3.8169
Si, 2.8357, -2.0986, 0.3009
Si, -1.3094, 0.3613, -1.2228
Si, -2.3168, -4.4937, 0.1008
Si, -2.0951, -3.1164, -3.0452
O, -0.1407, -1.4326, 1.0895
O, -1.9739, 0.04, 0.6257
O, -0.7562, 2.2916, 0.2763
O, -0.5744, 0.649, 1.5685
O, -0.5635, 0.4979, 0.5023
O, 2.4068, 0.7058, -1.5304
O, -0.4937, 1.6892, 1.4415
O, -1.0785, 1.8169, 2.324
O, -0.3635, 1.8505, 1.1875
O, -0.8324, 0.0229, 0.6698
O, -3.3739, 2.1817, 3.8774
O, 0.1809, 1.372, 0.3466
O, 1.5305, -4.3766, 2.7311
O, 1.6426, 2.306, -2.0791
O, 0.7501, -1.7684, -3.7344
O, -0.3212, -0.9876, -2.4094
O, 0.0431, 0.0785, 0.4814
O, -1.286, 1.508, 0.0834
O, -0.3917, -2.4066, -1.212
O, -0.4701, -1.1211, -2.5813
O, 0.2022, 0.4341, -2.0929
O, 1.0814, -1.2361, 0.3989
O, -1.1, -0.0214, 1.7795
O, -2.6129, -2.2221, -1.0431
O, 1.142, -2.0031, -0.3431
O, 0.5508, -2.5843, 0.8872
O, -0.6881, 0.5402, 3.6053
O, -0.7225, -0.0179, -0.9161
O, 0.7821, 3.5131, -5.965
O, -0.0003, -0.1281, 1.1003
O, 3.334, 1.7028, -0.038
O, 2.5754, 1.1783, -0.9618
O, -0.5031, -1.5546, 0.8675
O, -0.1788, 2.3212, 0.0627
O, 5.3421, 2.8838, 2.238
O, -0.7691, -0.7277, -1.2428
O, -1.2373, 1.012, -2.9072
O, 2.0281, 1.1113, 0.9602
O, -0.7127, 3.2087, 0.1532
O, -1.3049, -1.5065, 1.9714
O, 0.8388, 0.347, -1.7798
O, 1.135, -1.803, -1.6324
O, 0.3142, -0.123, 0.1574
O, 0.4049, -1.3953, -0.4596
